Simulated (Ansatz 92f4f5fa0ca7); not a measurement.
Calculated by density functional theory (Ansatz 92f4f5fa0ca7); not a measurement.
Periodic cell of 236 atoms, Si134O102, from a study of silicon, its oxide and their interface. The atomic structure is a simulated model.

Settings: functional r2SCAN; potential files Ansatz norm-conserving; basis plane waves; wave-function cutoff 1300 eV; density cutoff ratio 4; exchange-correlation grid ratio 1; k mesh 2 x 2 x 1, shifted by 0.5 0.5 0.5 of a step; self-consistency stop 5e-08 eV per atom in the density residual; occupations Fermi-Dirac, 0.05 eV; spin none; net charge 0.

Cell vectors (angstrom)
a  11.5403  0  0
b  0  15.3871  0
c  1.5072  1.7891  23.4446

Atoms and the computed forces on them: element, x, y, z (angstrom), force x, y, z (eV/angstrom)
Si  0.0176  1.0822  -0.535  -0.1511  0.0373  -0.2386
Si  -0.5067  4.5805  1.8215  0.7595  -0.3126  0.001
Si  -2.6955  9.0607  -0.0099  -0.2734  -0.186  -0.0421
Si  -0.1194  12.1856  1.469  0.0927  0.1323  0.1213
Si  4.9849  0.4129  2.0055  -0.0063  -0.1674  -0.5437
Si  3.8951  4.3106  -0.7656  0.1106  0.1004  -0.0019
Si  4.8774  8.4586  1.7256  0.3609  0.0621  0.1683
Si  1.7986  11.9915  0.0582  -0.0014  -0.0674  -0.2375
Si  6.8521  -0.1942  -2.2322  0.0901  0.1003  -0.0598
Si  6.4059  2.7378  -1.4987  0.083  -0.0382  -0.1639
Si  4.5839  9.2822  -0.4463  -0.179  -0.2754  0.0769
Si  5.4842  12.1376  0.5303  -0.3767  -0.6658  -0.1962
Si  -0.856  0.7965  1.5981  -1.0459  -0.1217  -0.0074
Si  1.0098  3.9316  -0.8197  0.017  -0.248  -0.0702
Si  0.0008  8.3862  1.4885  0.0795  0.3164  -0.2579
Si  -2.1224  12.1271  0.2205  -0.2319  0.0383  -0.6681
Si  5.2675  -0.9813  0.074  -0.0217  0.7557  -0.004
Si  4.6583  4.4297  1.5115  -0.1141  0.0724  0.1574
Si  2.2092  9.0428  -0.6796  0.3652  0.0657  -0.2951
Si  7.5216  12.2343  1.6614  0.3154  -0.0462  0.3416
Si  7.5308  0.5927  2.1832  0.1965  0.0035  0.2242
Si  6.9242  3.6348  1.3501  -0.0805  -0.3022  -0.6361
Si  7.3358  8.5645  1.8269  0.0135  -0.0739  -0.0913
Si  3.5934  12.096  1.7757  -0.2265  -0.0985  0.2123
Si  -0.2011  2.582  2.9885  -0.0397  0.1611  0.1495
Si  0.1191  6.5171  2.9426  -0.0986  0.1246  0.0762
Si  -0.0092  10.2953  2.9268  0.0315  -0.2038  0.0537
Si  -0.1692  14.1804  2.8079  -0.0465  0.0905  0.0854
Si  3.9886  2.4762  2.7959  -0.1418  -0.0276  -0.2215
Si  4.1968  6.4308  2.789  0.0194  -0.0316  0.0511
Si  3.9934  10.2148  3.1251  -0.2161  -0.0779  0.059
Si  3.72  14.0669  3.0798  0.1247  0.1556  -0.1022
Si  7.4646  2.5409  3.3412  0.3287  0.1384  0.0894
Si  7.946  6.4921  2.7863  -0.1408  0.2757  0.2694
Si  7.6416  10.4114  3.1752  0.0321  0.0347  -0.0135
Si  7.5578  13.9741  3.2285  0.1849  -0.0265  0.0138
Si  -2.0114  2.6209  4.4243  0.0781  0.009  0.1475
Si  -1.7963  6.5097  4.2808  -0.1478  -0.1032  0.033
Si  -1.9003  10.2653  4.3584  -0.1142  0.0752  -0.0161
Si  -1.9505  14.1017  4.3916  -0.1143  -0.0335  -0.002
Si  1.9399  2.5428  4.1142  -0.0375  0.0448  -0.0319
Si  2.1582  6.4667  4.1662  0.1399  0.0511  -0.0657
Si  1.9639  10.1862  4.3504  0.0688  -0.0791  -0.0893
Si  1.7249  14.1736  4.3183  0.1196  -0.0398  0.1317
Si  5.5427  2.5076  4.5917  -0.0404  -0.0346  0.0873
Si  6.0093  6.404  4.3098  0.2758  0.0491  -0.0363
Si  5.8032  10.405  4.6553  0.1163  0.0873  0.1181
Si  5.5804  14.1081  4.4705  -0.0711  -0.3376  0.3429
Si  -1.9766  0.7031  5.7817  -0.0543  0.4256  -0.4847
Si  -1.8866  4.5767  5.6533  0.1267  -0.1121  0.0697
Si  -1.8448  8.3081  5.6977  0.1283  -0.0436  -0.0325
Si  -2.0065  12.1768  5.6907  0.2791  -0.0283  -0.3062
Si  1.8497  0.733  5.6592  -0.0176  0.0027  -0.1311
Si  2.0377  4.5146  5.5105  -0.0141  -0.1174  0.1065
Si  2.1528  8.2857  5.7528  -0.0772  0.0431  0.1818
Si  1.8516  12.1475  5.705  0.0553  0.0873  -0.0942
Si  5.6316  0.5601  5.9475  -0.2584  -0.0262  -0.1392
Si  5.756  4.5299  5.7227  -0.0126  0.0246  0.0544
Si  6.0109  8.3384  5.8677  0.1205  0.0357  -0.0352
Si  5.635  12.3692  5.9884  0.2064  -0.0496  -0.0543
Si  -0.0157  0.6899  7.0956  -0.1037  0.2348  0.1747
Si  0.0967  4.4438  6.915  -0.0221  0.1302  -0.0811
Si  0.1046  8.217  6.9637  0.1361  -0.0411  -0.1462
Si  -0.1279  12.0593  7.011  -0.1668  -0.1278  0.0446
Si  3.6124  0.7216  7.2298  -0.0576  -0.2099  -0.1175
Si  3.8549  4.6684  7.0904  -0.0306  0.1661  0.0009
Si  4.122  8.3526  7.2704  -0.1277  -0.0763  -0.2732
Si  3.6648  12.3073  7.2921  -0.1116  0.0839  -0.0465
Si  7.6775  0.4366  7.1488  0.1844  -0.1476  0.3666
Si  7.7151  4.3838  6.9597  -0.0077  -0.3151  -0.0985
Si  7.9781  8.1459  7.2919  -0.0956  0.0693  0.0395
Si  7.6916  12.4896  7.117  0.177  -0.5876  0.6393
Si  1.8777  3.1889  9.8425  -0.3653  -0.3655  -0.3913
Si  1.7478  6.3144  9.8545  -0.0304  -0.6529  0.0755
Si  -0.418  10.0337  8.2977  0.0274  0.1498  0.0836
Si  -0.3799  14.0508  8.2421  0.1211  -0.0856  -0.015
Si  3.6538  2.7627  8.4194  0.2432  -0.0199  0.3266
Si  3.9104  6.4641  8.7567  -0.0913  -0.0181  -0.2448
Si  4.0526  10.3482  8.5922  -0.2909  -0.1387  -0.0903
Si  3.2364  14.2493  8.6542  -0.2585  -0.1243  -0.1227
Si  7.7806  2.8809  8.742  -0.04  -0.2836  0.2266
Si  9.6098  5.6889  9.6196  0.3354  -0.0362  0.0942
Si  9.0681  9.0223  9.279  0.3839  0.1924  -0.3078
Si  8.8094  14.173  8.3639  -0.4399  -0.2027  0.1461
Si  -0.0114  2.6635  8.4801  0.2018  -0.0063  0.1505
Si  -0.0042  6.3122  8.3114  -0.1725  -0.0991  -0.0437
Si  1.2534  10.3137  9.8462  -0.3677  0.1474  0.145
Si  1.2234  13.5579  9.9057  -0.2322  -0.4624  -0.3715
Si  6.1114  3.3465  10.2382  -0.0115  0.0916  0.3579
Si  5.921  5.7762  10.0081  -0.164  0.0991  0.3375
Si  5.5595  11.2226  10.2759  -0.2  0.4383  0.6763
Si  4.5083  14.2187  10.6083  0.1793  0.3637  -0.1115
Si  9.7458  3.3071  9.8733  -0.0705  -0.2397  0.1718
Si  7.6708  6.139  8.4186  -0.1283  -0.2137  -0.0768
Si  7.7946  10.8531  9.6795  0.2224  0.147  0.0168
Si  8.7432  13.2965  11.1152  -0.0597  0.3479  -0.0376
Si  1.8546  14.107  12.0628  0.4225  -0.1946  0.8334
Si  0.8149  7.7952  11.5242  0.3231  0.3514  0.5394
Si  7.2829  7.4247  12.387  -0.3955  0.0253  0.3528
Si  6.5296  6.8116  17.8996  0.3323  0.1119  -0.0112
Si  11.6704  10.7788  14.7536  -0.1634  0.0628  0.2551
Si  14.3519  4.2508  16.0861  -0.1924  -0.0374  0.0249
Si  9.5537  6.9973  21.617  0.0446  -0.0195  -0.4
Si  14.4576  15.27  16.4037  -0.0199  -0.1258  0.0734
Si  10.2748  2.472  12.8984  -0.3006  0.0199  0.1257
Si  13.851  8.8267  13.8368  -0.1505  0.3078  0.1614
Si  9.3378  7.4564  11.1042  0.6513  -0.0556  0.0708
Si  5.8608  16.5105  12.3048  0.3251  -0.1826  -0.2602
Si  -0.2434  0.7608  21.2934  -0.1266  -0.0843  -0.1688
Si  7.8196  1.0258  16.3458  0.124  0.0593  -0.0092
Si  12.9039  1.0898  18.8153  -0.3206  -0.1355  -0.087
Si  10.4382  0.3524  14.9907  -0.0307  -0.2723  0.3542
Si  8.0984  6.5734  15.3076  0.2085  -0.0809  0.4606
Si  5.2738  9.8511  13.0911  0.0565  -0.0286  0.2981
Si  4.1071  1.9804  19.9587  -0.0519  0.0704  -0.6837
Si  10.5564  8.2579  16.3606  -0.0863  0.1734  0.1591
Si  3.3999  2.1123  14.1683  0.2248  -0.1567  0.3988
Si  3.8049  7.4722  18.965  -0.0375  -0.002  -0.4785
Si  2.1123  12.8036  14.7834  -0.0257  -0.0823  0.3145
Si  7.1094  -1.3702  13.3666  -0.0145  -0.1112  0.269
Si  5.2267  12.2374  14.876  -0.002  0.0613  0.1296
Si  6.6163  15.8809  18.9536  0.3554  -0.0025  -0.0248
Si  10.3229  6.761  24.5269  -0.4533  0.0792  -0.9221
Si  13.2359  1.7954  12.6192  -0.0457  -0.0341  -0.0532
Si  9.9313  13.1674  13.7867  0.0456  -0.1938  0.4773
Si  4.6012  4.6235  18.5969  0.2  0.0105  -0.1325
Si  0.128  2.5388  16.5799  -0.2667  -0.0336  0.2387
Si  1.9573  7.3053  16.5028  -0.2017  0.1409  0.0075
Si  9.0866  8.1985  19.1035  0.0405  0.0178  -0.1585
Si  3.9723  16.5764  22.1494  0.207  -0.2169  -0.0022
Si  3.6175  8.0963  21.2237  0.2507  0.052  -0.1381
Si  5.8615  14.2078  16.8615  0.0942  -0.2317  -0.039
Si  9.0195  3.5948  15.3465  -0.1466  -0.0619  0.2196
Si  8.3201  9.5434  21.4554  0.0379  -0.0931  -0.2483
O  -2.5594  0.7567  1.3274  0.5868  -0.1427  0.1395
O  2.5485  3.3878  -0.8021  -0.2313  0.3472  -0.0751
O  0.6566  4.4614  0.6574  -0.2227  0.0989  -0.3294
O  -1.2448  8.3505  0.3756  -0.065  0.2486  0.2797
O  6.6815  -0.5891  -0.6698  0.0494  0.1826  -0.1963
O  4.0114  -0.4757  -0.8334  -0.3884  -0.1946  -0.3116
O  6.6638  2.4891  0.0984  0.0622  0.2271  0.2836
O  4.9949  3.5286  -1.6833  0.0502  0.0314  0.1948
O  1.4481  8.5118  0.6784  -0.1242  -0.1129  -0.2367
O  8.3686  -0.4651  -2.6991  0.0499  -0.1004  0.2876
O  1.5149  0.4231  -0.4515  -0.1193  -0.0061  -0.1367
O  1.7175  10.6132  -0.8998  -0.101  0.146  0.5054
O  7.3822  1.2768  8.5492  0.3224  0.7027  -0.6868
O  7.4252  11.1816  8.1018  0.2217  0.04  0.012
O  4.7996  2.6205  9.6079  0.0065  0.1257  -0.2137
O  3.4884  14.0124  11.8684  -0.2245  -0.0174  -0.0444
O  2.7433  9.7863  9.4636  -0.03  0.4771  -0.0463
O  8.5964  14.468  10.0014  0.0532  -0.357  -0.0552
O  1.283  11.9076  10.1931  0.2796  0.1626  -0.1491
O  -0.959  0.2251  -1.5058  0.2459  -0.0261  -0.013
O  0.0881  2.6186  -1.1443  0.1504  -0.0768  0.1288
O  2.4129  7.0286  21.6361  0.1985  0.0105  0.3705
O  9.6581  10.2137  22.1008  -0.0285  -0.0181  0.0247
O  -1.9868  13.1616  -1.0749  0.0272  -0.137  0.3502
O  -2.3977  10.6252  -0.4139  0.128  -0.2568  0.36
O  7.8593  2.4434  15.5372  0.2334  -0.0213  -0.0241
O  5.0855  1.0065  19.0649  -0.1481  0.2812  0.3278
O  3.4855  5.7684  -1.4371  -0.4058  -0.1322  -0.0439
O  6.4264  1.3701  -2.369  0.0085  -0.0343  0.2255
O  1.9023  7.9063  -1.8593  -0.1857  -0.1801  0.4043
O  1.9446  13.2385  -1.0229  0.2033  0.3327  0.188
O  1.3789  3.4987  16.2657  0.2033  0.0063  -0.0206
O  6.6764  15.3065  15.9246  -0.0097  -0.0198  0.2384
O  7.606  3.6714  -2.0498  -0.1626  0.1372  0.2728
O  8.4838  9.5363  19.8277  0.0454  -0.2811  0.4067
O  5.4193  8.4413  -1.579  -0.0025  0.2684  0.1941
O  5.9127  12.6657  16.3095  -0.1731  0.2778  -0.193
O  2.1672  2.1776  11.1013  -0.1662  0.1653  0.0964
O  3.8228  9.2089  13.4057  -0.0004  0.0581  -0.0606
O  10.7875  7.5168  11.9507  -0.1636  0.1547  -0.289
O  9.976  13.4688  12.1745  -0.1248  -0.0001  -0.0199
O  0.8402  9.3814  11.1029  0.0582  -0.4579  0.114
O  13.6489  14.2431  15.4798  0.1706  0.0149  -0.1466
O  10.2529  3.3065  16.3766  0.0776  -0.124  -0.2762
O  4.732  1.5919  13.372  -0.2113  0.058  0.1286
O  3.4689  3.6792  14.6936  -0.0285  -0.2375  0.2812
O  6.4381  17.8915  11.6366  -0.2126  0.0141  -0.128
O  5.0596  10.7229  11.7538  0.0863  0.2276  -0.3945
O  5.3746  15.5269  11.0811  -0.051  -0.1757  0.2388
O  7.519  1.3749  17.9077  -0.2898  -0.3227  -0.0139
O  1.5907  12.9834  13.246  0.091  0.4086  -0.2967
O  12.6068  11.8319  15.576  0.0402  0.0043  -0.4424
O  9.7452  2.5702  11.3755  0.2188  0.2569  -0.181
O  6.2626  6.5738  11.4304  0.0903  0.1344  -0.0942
O  8.9168  11.8984  10.3324  -0.4368  -0.2857  -0.1797
O  7.3695  13.2561  11.9582  0.1399  0.1111  -0.0071
O  4.303  14.6004  16.8785  0.0141  0.1424  -0.076
O  6.0621  5.264  18.1835  -0.4043  0.1479  0.0442
O  1.7654  7.6501  12.8564  -0.2152  0.0882  -0.051
O  9.9076  1.0429  13.6088  0.223  0.1989  -0.0459
O  6.9307  7.0504  16.338  0.0528  -0.108  -0.0512
O  3.7059  5.8443  19.1802  0.1988  0.0033  -0.0751
O  9.2744  0.3316  16.1366  0.0202  0.1969  -0.3202
O  10.8487  14.2064  14.6463  -0.2177  0.1798  -0.3031
O  0.2387  2.0445  18.1221  0.3273  -0.113  -0.1502
O  4.7271  3.4924  19.7504  -0.2323  -0.3679  -0.0544
O  2.6007  7.8282  17.9068  0.2372  -0.2246  0.0746
O  8.263  7.9696  21.9335  0.2381  0.0655  0.0163
O  0.1371  1.2188  15.6004  -0.0905  0.1245  -0.1312
O  9.5685  3.6224  13.8117  0.0531  -0.2267  0.017
O  7.3709  16.0032  20.372  -0.0665  0.0439  -0.0547
O  10.9528  9.679  15.695  0.151  -0.1607  -0.1845
O  11.8873  2.6533  12.9516  -0.0139  -0.1791  -0.1701
O  6.4738  8.7867  12.8197  0.0079  -0.1281  -0.1337
O  13.9601  8.3543  15.3731  -0.0613  -0.0856  -0.1596
O  1.3991  15.5761  12.6031  -0.0964  -0.0749  -0.0133
O  10.4513  11.6455  14.0652  0.1445  0.2036  -0.1101
O  5.6891  13.4509  13.8936  0.1468  -0.0235  -0.0433
O  9.8953  8.624  17.7882  -0.0696  -0.1954  0.0402
O  8.384  13.4949  14.274  0.0382  0.1492  -0.3885
O  5.28  7.7962  18.2828  -0.2305  -0.4097  0.1416
O  3.8586  3.9624  17.3  -0.0417  0.203  0.0059
O  1.7663  4.7178  10.433  0.0265  0.3508  -0.057
O  14.0324  5.8397  16.0575  0.0926  -0.0623  0.1136
O  10.1306  7.4918  20.1627  -0.4225  0.0673  0.3741
O  5.7552  10.7974  14.3457  -0.2137  -0.0119  -0.3382
O  5.2217  10.8092  -0.4782  0.1188  0.2689  -0.0192
O  3.2253  1.2223  15.5485  0.0625  0.2528  -0.2975
O  11.8667  7.3212  16.5841  0.1972  0.0843  -0.0983
O  6.5101  14.3475  18.3632  -0.174  0.4443  -0.2663
O  0.6232  0.2518  20.0042  0.0962  0.3053  0.1837
O  7.5777  6.6364  13.7843  -0.0101  0.1252  -0.265
O  3.6088  12.1682  14.9002  -0.0106  0.1251  -0.114
O  13.5323  0.0952  17.7114  0.0958  0.2684  0.0397
O  10.5591  7.1376  22.8825  0.0102  0.0561  0.5995
O  5.357  12.8739  10.2286  0.1468  -0.5404  0.3559
O  7.8607  7.1739  18.7669  -0.0506  0.0566  -0.0384
O  2.5771  1.998  19.3785  0.2882  -0.0118  0.1196
O  8.416  5.034  15.699  -0.0126  0.1675  -0.19
O  12.7232  10.0247  13.7616  0.2319  -0.2147  0.0428
O  9.4474  7.4777  15.4671  -0.1678  -0.1149  -0.0262
O  6.998  15.6281  13.114  -0.2486  0.0091  -0.1936

Results
free energy: -63110.236 eV
free energy less fixed offsets of O -463.61, Si -117.95 eV per atom: -16.716 eV
pressure: -1.81 GPa
stress xx, yy, zz, yz, xz, xy (GPa, positive in tension): 2.32, 1.73, 1.37, -0.14, -0.02, 0.1
